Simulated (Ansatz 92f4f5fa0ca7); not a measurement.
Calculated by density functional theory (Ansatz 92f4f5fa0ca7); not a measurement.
Periodic cell of 223 atoms, Si131O90As2, from a study of silicon, its oxide and their interface. The atomic structure is a simulated model.
Doubt: the cutoff is far below the 930 eV that the study's wrapper takes by default for these files, so forces and energies are approximate.

Settings
functional: PBE
potential files: Ansatz PAW
basis: plane waves
wave-function cutoff: 580 eV
density cutoff ratio: 5
exchange-correlation grid ratio: 1
k mesh: 1 x 1 x 1, Gamma-centred
self-consistency stop: 5e-08 eV per atom in the density residual
occupations: fixed
spin: none
net charge: 0

Cell vectors (angstrom)
a 10.938 0 0
b 0 10.938 0
c 0 0 32.1988

Atoms and the computed forces on them: element, x, y, z (angstrom), force x, y, z (eV/angstrom)
Si 10.5769 0.148 24.8284 0.0337 0.0086 -0.1206
Si 5.7527 10.6645 24.7499 -0.0029 -0.0036 -0.0028
Si 2.579 2.9443 24.5913 -0.0685 -0.0077 0.0566
Si 8.4817 2.4852 24.8791 -0.0041 -0.0371 -0.0956
Si 0.2734 5.1321 24.803 0.0194 0.0027 -0.0354
Si 5.1545 5.7357 24.692 0.0104 0.0049 -0.017
Si 2.9436 8.0005 24.6181 0.0022 0.0185 0.0099
Si 7.9752 8.4472 24.7312 -0.0005 -0.0102 -0.0018
As 1.6564 1.045 25.7057 0.2435 -0.232 -0.2045
Si 6.8645 1.3032 26.1031 0.0083 -0.0015 -0.0181
Si 4.0485 4.1191 26.0316 -0.0121 -0.0136 -0.0248
Si 9.5758 4.1103 26.1585 -0.0056 0.0128 0.0197
Si 1.4088 6.8157 26.0009 0.0085 0.0007 -0.0195
Si 6.7873 6.8505 25.9996 -0.0131 0.0102 0.029
Si 4.1564 9.4842 26.004 -0.016 0.0033 0.0401
Si 9.4658 9.5781 26.1963 0.0091 -0.0154 -0.0309
Si 2.8325 -0.1083 27.3796 -0.0321 0.0405 -0.0635
Si 8.15 -0.0085 27.5617 -0.0125 -0.001 0.0039
As 0.0339 2.6808 27.4465 -0.0338 0.0621 0.1002
Si 5.4585 2.7333 27.3611 -0.0088 0.0018 -0.0095
Si 2.719 5.4717 27.4384 -0.0059 -0.009 -0.0218
Si 8.1587 5.5034 27.3711 0.0114 -0.013 -0.0455
Si 0.0058 8.1707 27.379 0.0002 -0.0054 -0.0129
Si 5.4756 8.1599 27.4488 0.0076 -0.0105 -0.0543
Si 4.0881 1.3705 28.7465 0.0213 -0.001 0.0429
Si 9.5259 1.3542 28.8813 -0.012 0.0544 0.0457
Si 1.3666 4.1492 28.8428 -0.058 -0.0028 0.0327
Si 6.8275 4.1052 28.7452 0.0002 -0.006 0.0405
Si 4.1025 6.8075 28.807 0.0014 0.0157 0.0111
Si 9.5561 6.8245 28.757 0.0126 0.013 0.0396
Si 1.3672 9.5603 28.745 0.0026 -0.0241 0.0543
Si 6.7952 9.535 28.8552 0.0118 0.0064 -0.0056
Si 0.0129 -0.0095 30.1505 0.0044 -0.0131 -0.0358
Si 5.4492 0.0083 30.1562 -0.0051 0.0204 -0.0005
Si 2.7282 2.7367 30.1411 0.0183 -0.0075 -0.0228
Si 8.1834 2.7542 30.1638 0.0075 -0.0061 -0.0287
Si -0.0151 5.48 30.1613 -0.0023 0.0006 -0.0174
Si 5.4769 5.4534 30.1509 -0.0137 0.0003 -0.017
Si 2.7357 8.1999 30.14 -0.0093 -0.0014 -0.0097
Si 8.2146 8.1895 30.158 0.0031 0.0117 -0.0184
Si 1.3673 1.3673 31.515 0.0923 -0.0462 -0.0033
Si 6.8362 1.3673 31.515 -0.0884 0.0689 0.0029
Si 4.1018 4.1018 31.515 0.0138 -0.0667 -0.0029
Si 9.5708 4.1018 31.515 -0.0855 0.0877 0.0853
Si 1.3673 6.8362 31.515 -0.0398 0.1162 -0.042
Si 6.8362 6.8362 31.515 0.0605 -0.101 0.0436
Si 4.1018 9.5708 31.515 -0.1719 0.0296 -0.0079
Si 9.5708 9.5708 31.515 0.0376 -0.0296 0.02
Si 2.7345 0 0.6835 0.0452 -0.0431 0.1353
Si 8.2035 0 0.6835 -0.0322 0.0694 -0.1128
Si 0 2.7345 0.6835 -0.0665 -0.0026 0.0729
Si 5.469 2.7345 0.6835 0.0327 -0.0807 0.0595
Si 2.7345 5.469 0.6835 -0.0339 0.1354 -0.1508
Si 8.2035 5.469 0.6835 0.0683 -0.0854 0.1179
Si 0 8.2035 0.6835 0.1227 -0.0431 0.0239
Si 5.469 8.2035 0.6835 -0.0128 0.0422 0.0606
Si 4.1233 1.3599 2.0596 0.0069 0.0073 -0.0072
Si 9.5681 1.3568 2.0537 -0.0006 -0.0147 0.0004
Si 1.3693 4.1199 2.0379 0.0051 0.0071 -0.0077
Si 6.8494 4.0858 2.0597 -0.0025 -0.0026 -0.005
Si 4.1053 6.8292 2.0551 0.0008 -0.0054 0.0007
Si 9.5797 6.8356 2.0531 0.0002 0.0038 -0.0093
Si 1.3815 9.5499 2.0561 -0.0007 -0.0051 -0.0056
Si 6.8295 9.5903 2.0512 0 0.0058 -0.0043
Si -0.0016 -0.0322 3.3924 0.0092 0.018 0.015
Si 5.492 0.0128 3.473 -0.0111 -0.0023 -0.0141
Si 2.7771 2.7827 3.3671 -0.0127 -0.0245 0.0248
Si 8.194 2.6977 3.4509 0.0062 0.0167 -0.0126
Si 0.0221 5.4799 3.4345 -0.0097 -0.0024 -0.0068
Si 5.4846 5.4649 3.4089 0.0027 0.0074 0.0085
Si 2.7703 8.2089 3.45 -0.0101 0.0009 -0.0142
Si 8.2105 8.2278 3.3824 0 -0.0094 0.0172
Si 1.3926 1.3944 4.6387 0.0025 -0.0004 -0.021
Si 6.8491 1.3501 4.9085 -0.0026 -0.0064 0.0117
Si 4.1583 4.0856 4.8053 0.0033 0.0049 -0.0081
Si 9.5772 4.0864 4.764 -0.0035 -0.0043 0.0013
Si 1.4155 6.8324 4.8203 0.0071 0.0056 0.0025
Si 6.8279 6.8889 4.7324 0.0006 0.0003 -0.01
Si 4.1383 9.5774 4.8479 0.0051 0.0045 0.0148
Si 9.5606 9.5533 4.7939 -0.0071 -0.0058 -0.0123
Si 2.7482 0.1112 6.0629 -0.0026 0.0089 -0.0001
Si 8.2091 -0.0602 6.2694 -0.0028 -0.0031 -0.0027
Si 0.0279 2.6768 6.0482 0.0058 -0.0034 -0.0003
Si 5.4791 2.7261 6.2941 -0.0027 -0.0001 -0.0011
Si 2.8173 5.4777 6.1807 0.0019 0.0012 -0.0015
Si 8.1746 5.4812 6.0453 0.0005 0.0016 0.0032
Si 0.0157 8.1878 6.1579 -0.0027 -0.0014 0.0008
Si 5.532 8.2229 6.237 0.0022 -0.001 0.0003
Si 3.8407 1.5722 7.6061 -0.0032 -0.0011 -0.0168
Si 9.8403 1.1429 7.4556 0.0067 0.0057 -0.0058
Si 1.6337 3.8007 7.3152 -0.0033 -0.0056 -0.0108
Si 6.6526 4.4166 7.485 -0.0001 0.01 -0.0069
Si 4.4073 6.6335 7.5478 0.0034 -0.0012 -0.0055
Si 9.3701 6.9478 7.4094 -0.0047 0.0005 -0.0083
Si 1.1433 9.9205 7.2988 -0.0013 0.0046 -0.0093
Si 7.1653 9.2281 7.6749 0.0001 -0.0009 -0.0143
O 8.3191 8.09 7.9224 -0.0027 -0.0013 0.0006
O 2.7218 2.7372 7.9557 0.0027 -0.0067 0.0026
O 9.6522 1.4222 24.3347 -0.0747 0.038 0.0622
O 4.043 6.8441 24.1197 0.0082 -0.0054 -0.0123
O 0.0298 0.0279 7.9602 0.0023 -0.0016 -0.0005
O 5.5253 5.5087 8.0372 0.0046 -0.0015 0.0006
O 6.8862 9.5814 24.1849 -0.0003 -0.0074 -0.0125
O 1.3199 3.9517 24.2407 -0.0305 0.0633 0.0023
O 3.8623 7.3886 8.9357 -0.0036 0.0027 -0.0015
O 0.8246 4.3766 8.6116 -0.0024 0.0052 0.0047
O 9.8172 6.1687 8.8024 0.003 -0.0009 -0.0009
O 2.1141 9.3909 8.5107 0.0013 -0.0027 0.0009
O 7.5081 3.9288 8.8113 0.0011 -0.0049 -0.0023
O 4.274 0.926 9.0753 0.0019 0.0007 0.0054
O 6.7403 9.5589 9.2314 -0.0007 0.0008 0.0055
O 9.213 1.8606 8.8024 -0.004 0.0016 0.0007
O 7.8008 3.1972 23.5608 -0.0173 -0.0074 0.0082
O 10.4985 5.7858 23.4759 -0.0014 0.0178 -0.0013
O 5.0326 0.4148 23.4438 0.0057 0.0212 -0.0175
O 5.818 5.011 23.3696 0.0461 -0.0661 -0.0198
O 3.2098 2.3746 23.1773 0.0373 -0.0365 0.0226
O 2.2871 8.7692 23.2873 -0.0415 -0.0067 -0.0198
O 8.7082 7.7833 23.408 0.0333 -0.0477 -0.0243
O 0.0139 10.215 23.5035 0.0726 -0.0022 0.0473
Si 4.4539 1.5662 22.4516 -0.0227 0.027 0.0053
Si 3.5002 7.9295 14.0367 0.0007 -0.0009 0.0207
Si 7.1301 0.9557 14.6705 0.0029 0.0005 0.0217
Si 0.9358 9.3114 22.5107 -0.0897 0.0726 0.0964
Si 1.1865 4.3089 11.8854 -0.0003 0.001 0.0196
Si 6.2773 8.9611 15.3213 -0.0001 -0.0006 0.0224
Si 0.6862 1.3665 12.3023 -0.0004 0.0003 0.0191
Si 8.6513 4.9426 20.5206 0.0028 -0.004 0.0006
Si 0.331 5.7138 9.3668 -0.002 -0.0034 0.0069
Si 5.1158 3.116 17.9456 -0.0009 -0.002 0.016
Si 0.8962 3.7395 16.7502 -0.0001 0.0006 0.0234
Si 10.4189 2.8335 19.234 0.0038 -0.0049 0.0134
Si 5.2857 1.1817 10.3541 0.0006 -0.0037 0.0133
Si 0.9026 0.1641 19.8599 0.0002 -0.0002 0.0203
Si 6.6529 9.4609 10.8691 -0.0004 0.0019 0.0124
Si 9.3546 9.6704 18.3338 0.0016 0.0031 0.0195
Si 9.3999 9.2456 12.5765 -0.0003 0.0008 0.0225
Si 6.633 3.8181 22.6091 -0.0488 -0.0178 0.0323
Si 2.4441 8.073 9.384 0.0033 -0.0017 0.0091
Si 10.6064 7.363 17.085 0.0025 -0.0011 0.018
Si 2.526 6.2877 16.5849 0.0019 -0.0045 0.0188
Si 10.1857 4.4885 14.1943 0.0023 -0.0033 0.0241
Si 6.1555 9.1758 18.5182 -0.0001 0.0001 0.0151
Si 7.9736 2.5749 9.5838 0.0033 0.0005 0.0116
Si 8.8878 2.1445 12.4558 -0.0013 -0.002 0.0169
Si 5.355 6.2365 18.0727 -0.0002 0.0017 0.0159
Si 3.9421 0.5478 19.468 -0.0036 -0.0011 0.0147
Si 4.2848 3.8381 12.0553 0.0002 -0.0018 0.0222
Si 5.5531 6.6008 12.1412 0.0012 0.0002 0.0186
Si 8.0289 2.4946 17.226 0.0026 -0.0018 0.02
Si 4.3714 2.4787 14.9713 -0.0017 -0.0002 0.0216
Si 1.5515 1.2088 15.2615 0 0.0007 0.0235
Si 1.5813 9.4129 12.0501 0.0025 -0.0022 0.0176
Si 8.0613 6.8481 13.8698 -0.0012 0.001 0.0211
Si 10.3936 9.8327 15.4938 0.0007 0.0005 0.0203
Si 9.8565 6.9746 22.5665 0.0239 0.0431 0.0129
Si 8.1287 5.4768 17.4201 -0.0011 0.0012 0.0167
O 6.0551 7.9594 11.2965 0.0005 -0.0018 -0.0101
O 6.0361 9.197 16.9017 0.0012 -0.0009 -0.0132
O 7.6883 1.3637 13.2003 0.0008 -0.0004 -0.011
O 0.9042 1.7454 13.873 0.0005 0.001 -0.0124
O 9.4467 6.2485 16.8914 -0.0011 -0.0017 -0.0098
O 6.7722 6.1997 13.138 0.0011 -0.0008 -0.0114
O 5.1475 4.652 18.6173 0.0007 -0.0008 -0.0082
O 9.2436 2.1435 18.2828 -0.0016 0.0014 -0.0092
O 2.3837 0.0853 19.0931 0.0023 -0.0006 -0.0088
O 9.4276 10.2287 16.7762 0.0008 -0.0005 -0.0132
O 2.7952 4.434 11.7211 0.0016 0.0009 -0.0128
O 5.0823 10.3134 19.1059 0.0013 -0.002 -0.0071
O 9.4326 3.2393 13.5018 0.0018 -0.0004 -0.011
O 0.474 1.7532 19.9679 -0.0008 0.0061 -0.0126
O 3.1657 1.3596 15.0696 -0.0005 -0.0019 -0.0139
O 8.1859 5.3697 19.0346 0.001 0.0004 -0.0077
O 3.9095 6.5898 17.3969 0 0.0001 -0.0095
O 4.5871 3.2805 16.3923 -0.0003 0.0018 -0.0132
O 9.0719 5.6648 14.3227 -0.0008 0.0003 -0.0103
O 5.6153 2.6515 22.1135 0.0272 0.0289 0.0462
O 10.6859 4.1429 15.6905 -0.0026 0.0019 -0.015
O 0.3551 3.8573 18.2875 -0.0012 -0.0009 -0.0097
O 10.4414 10.5028 19.2336 -0.0035 -0.0027 -0.0103
O 9.6522 10.0224 14.0377 -0.0002 -0.0015 -0.0143
O 11.0046 8.0114 22.0493 -0.0132 0.0039 0.0455
O 1.2046 2.1561 16.5358 0.0016 -0.0013 -0.014
O 9.75 3.7345 20.4239 -0.0025 0.0017 -0.0048
O 8.1536 4.0244 16.6946 0.0012 0.0004 -0.013
O -0.0313 9.1041 11.9149 -0.0011 -0.0006 -0.012
O 6.5992 2.4095 18.0121 0.0012 -0.0006 -0.0091
O 5.5876 10.7163 11.202 0.0003 -0.0005 -0.01
O 7.7651 9.5842 18.8516 0.0006 -0.0013 -0.0083
O 10.037 1.0223 12.0693 0.0011 -0.0005 -0.012
O 1.3127 6.9635 9.0755 0.0012 0.0008 -0.0066
O 0.6321 4.7654 13.3566 0.001 -0.0013 -0.0119
O 5.7213 7.6153 18.9881 -0.0001 -0.0038 -0.0078
O 5.2435 5.0848 11.5252 -0.0005 -0.0009 -0.0108
O 2.7269 6.9844 15.1255 0.0008 0.002 -0.0133
O 0.9177 2.7436 11.4728 0.0011 0 -0.0106
O 0.8738 10.6812 15.5548 0.0008 0.0006 -0.013
O 2.4168 8.5858 10.921 -0.0031 0.0016 -0.0047
O 4.7022 2.429 11.2798 -0.001 0.003 -0.0095
O 4.2639 3.5086 13.6863 0.0006 0.0005 -0.0135
O 2.2121 4.6791 16.4947 0.0012 0.0011 -0.0121
O 10.7176 8.2456 15.7065 -0.0002 -0.0003 -0.0124
O 6.9398 10.2884 14.6753 -0.0001 -0.001 -0.0126
O 2.3517 8.9524 13.4336 0.0004 -0.0006 -0.0117
O 8.048 1.5158 15.9139 -0.0009 -0.0006 -0.0127
O 4.14 6.9943 12.8651 -0.0005 0.0003 -0.0112
O 4.1909 2.0021 18.7259 0.001 0.0028 -0.0097
O 7.321 4.4306 21.2868 -0.0022 0.004 -0.0035
O 8.4198 2.9277 11.1089 -0.0005 0 -0.0085
O 1.1966 6.8619 17.3688 -0.0016 0.0009 -0.0096
O 5.6662 1.573 14.772 0.0012 -0.0024 -0.0128
O 8.1371 9.7551 11.5987 0.003 -0.0005 -0.0098
O 9.2308 6.2696 21.2516 -0.0031 0.0002 -0.0031
O 8.9721 7.7133 12.8622 0.0009 -0.0016 -0.0113
O 1.6625 0.1196 11.8878 0.0003 -0.0005 -0.0108
O 6.6637 6.14 17.0737 0.0013 -0.0008 -0.0102
O 7.4055 7.7965 15.0437 0.0014 -0.0024 -0.0134
O 1.2318 10.2844 21.2426 -0.0062 -0.0056 0.0074
O 10.0473 8.1928 18.3648 -0.0003 -0.0026 -0.0106
O 3.9824 0.8388 21.0811 0.0031 0.0027 -0.0049
O 0.3421 5.3334 10.9359 0.0015 -0.0003 -0.0064
O 6.7044 1.5719 9.6509 -0.0006 -0.0006 -0.0085
O 4.7862 8.7073 14.691 -0.0011 -0.0021 -0.0124

Results
free energy: -144176.388 eV
free energy less fixed offsets of As -4856.12, O -568.88, Si -635.61 eV per atom: -0.038 eV

The program warned: the cutoff lies below the one the program advises for these potential files; the forces do not sum to zero within the program's tolerance; the exchange-correlation potential is rough where the density is thin.
